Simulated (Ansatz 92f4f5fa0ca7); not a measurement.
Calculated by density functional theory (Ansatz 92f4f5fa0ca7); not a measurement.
Periodic cell of 197 atoms, Si117O80, from a study of silicon, its oxide and their interface. The atomic structure is a simulated model.

Settings
functional: PBE
potential files: Ansatz PAW
basis: plane waves
wave-function cutoff: 700 eV
density cutoff ratio: 5
exchange-correlation grid ratio: 2
k mesh: 2 x 2 x 1, shifted by 0.5 0.5 0.5 of a step
self-consistency stop: 5e-08 eV per atom in the density residual
occupations: Fermi-Dirac, 0.05 eV
spin: none
net charge: 0

Cell vectors (angstrom)
a 11.5983 0 0
b 0 11.5983 0
c 3.5747 2.6303 26.6783

Atoms and the computed forces on them: element, x, y, z (angstrom), force x, y, z (eV/angstrom)
Si -2.4039 3.6571 -1.7309 0.2471 -0.2833 -0.0208
Si 9.9256 1.5266 -0.5686 -0.1015 0.0888 0.2593
Si 9.9574 10.4914 -0.663 -0.0604 -0.1392 -0.2889
Si 2.2227 1.4349 -0.5081 -0.1762 0.3535 0.1853
Si 2.1887 4.1676 -1.8644 -0.3214 -0.0605 0.0877
Si 2.5598 10.6019 -0.731 -0.2195 -0.4011 0.3703
Si 6.1277 1.3477 -0.6152 -0.1991 -0.1109 0.2433
Si 5.7861 6.2987 -0.5583 0.1243 0.0681 0.1445
Si 5.9729 8.6773 -0.4121 -0.1106 0.1511 -0.1199
Si 0.2961 1.7658 0.7933 -0.1864 -0.0429 -0.0877
Si 1.5075 5.5552 0.7972 -0.2459 0.0568 -0.2395
Si 0.4287 9.7021 0.4072 0.2382 0.3321 -0.3344
Si 4.1973 1.8639 0.7357 0.2515 0.3575 -0.0156
Si 4.2675 3.7822 2.1365 -0.0418 -0.1134 -0.0994
Si 4.1263 9.5321 0.8948 0.1254 0.0818 0.0292
Si 8.0264 1.6631 0.7959 0.0818 -0.3326 0.0225
Si 7.9022 5.4807 0.4495 0.0244 -0.0847 -0.1324
Si 8.0796 9.4739 0.539 -0.0138 0.0819 0.1004
Si 0.4617 3.7635 2.053 0.0507 -0.0203 0.0321
Si 0.5359 7.6187 1.7424 0.031 -0.1106 -0.0518
Si 0.354 11.3891 2.0832 0.1379 0.1599 0.1668
Si 3.973 5.7831 0.948 -0.0696 -0.0411 0.2967
Si 4.1866 7.6487 2.3074 -0.2004 0.0054 0.0955
Si 4.2564 11.5033 2.1259 0.2633 -0.19 0.2632
Si 8.0325 3.6931 1.9996 -0.0247 -0.0525 0.1372
Si 8.2862 7.4643 1.8223 0.0144 0.123 0.0898
Si 8.0413 11.2865 2.1014 -0.2097 0.2145 0.054
Si 10.0364 3.7473 3.3414 0.0039 -0.0434 -0.0095
Si 10.1875 7.5143 3.2626 -0.0981 -0.0243 -0.0197
Si 10.0062 11.3637 3.4501 0.0136 -0.06 -0.0091
Si 2.3211 3.688 3.4598 0.1533 -0.0039 0.2672
Si 2.1841 7.6458 3.475 0.1699 -0.1097 0.1421
Si 2.2937 11.4346 3.4489 -0.0394 0.0784 -0.1145
Si 6.209 3.7101 3.4625 -0.024 0.0035 0.0841
Si 6.3419 7.5617 3.3333 -0.0029 -0.0142 -0.0486
Si 6.1776 11.369 3.5073 -0.0783 0.2574 -0.0895
Si 10.0362 1.7823 4.7525 0.0156 0.0624 -0.1068
Si 10.0799 5.6376 4.766 -0.0198 0.0576 0.0727
Si 10.076 9.404 4.7921 0.0603 0.0375 -0.0951
Si 2.3385 1.7667 4.7819 0.0131 -0.0613 0.0776
Si 2.261 5.6612 4.7784 -0.1814 -0.0698 0.1223
Si 2.2872 9.5342 4.8446 -0.0148 -0.0274 0.0846
Si 6.1546 1.7503 4.7686 0.1301 -0.0635 0.0222
Si 6.2639 5.6723 4.7857 -0.0434 -0.0274 -0.0084
Si 6.3156 9.4208 4.8198 0.0358 0.0666 0.0345
Si 0.4197 13.4148 6.1046 -0.093 0.1205 -0.0098
Si 0.365 5.6102 6.221 0.0784 -0.0988 0.0307
Si 0.3702 9.4824 6.2253 -0.0221 0.0325 0.0947
Si 4.2514 13.3796 6.1514 -0.0504 -0.0411 0.0493
Si 4.2595 5.7067 6.0466 -0.0174 0.0283 0.0397
Si 4.3187 9.5029 6.0554 -0.0451 -0.1353 0.101
Si 8.0568 13.2979 6.1164 0.0659 0.0672 -0.0631
Si 8.1685 5.6251 6.2316 0.1165 -0.0319 -0.0307
Si 8.2126 9.3958 6.2995 -0.0855 0.0237 0.1181
Si 0.3258 3.6706 7.6265 -0.0966 -0.1227 0.0099
Si 0.4508 7.5437 7.6138 0.0515 -0.0426 0.0066
Si 0.3785 11.5021 7.4592 -0.0096 0.0217 -0.0142
Si 4.1575 3.7948 7.4228 -0.0062 -0.0105 0.0524
Si 4.3505 7.6146 7.435 0.1136 -0.0497 0.0695
Si 4.3271 11.3949 7.4576 -0.0409 0.1485 -0.0452
Si 8.0255 3.5941 7.5041 -0.046 0.0914 0.0239
Si 8.2492 7.4674 7.7637 -0.058 0.0918 -0.0139
Si 8.1582 11.4277 7.6034 0.0302 -0.0259 -0.0185
Si 9.9148 2.8409 8.6972 0.1599 -0.011 -0.3939
Si 10.2619 7.1601 9.1408 -0.1167 0.1007 -0.2285
Si 10.1291 12.0759 8.787 0.0793 -0.3225 0.2439
Si 2.315 3.9032 8.9736 0.1696 0.2813 -0.085
Si 2.4881 7.6822 8.8427 -0.1337 0.0402 0.1366
Si 2.35 11.6094 8.7452 0.0935 -0.1294 0.0169
Si 6.0181 3.6889 8.8676 0.0544 -0.0786 0.0556
Si 6.181 7.477 8.9659 -0.1588 -0.2311 -0.1727
Si 6.1841 11.4095 8.9539 -0.2486 0.0892 -0.0961
Si 10.7105 11.755 11.9582 -0.4572 0.0248 0.1112
Si 9.7832 4.6601 10.8224 -0.0644 0.0691 0.2613
Si 10.9187 7.7682 11.3747 -0.2162 0.6177 0.1134
Si 2.9463 13.5216 10.0268 -0.4362 -0.2312 0.2747
Si 3.0619 5.9064 10.296 -0.3747 0.1283 0.0558
Si 2.4452 9.7158 10.1066 0.2712 0.1339 -0.3129
Si 5.3473 13.36 10.1094 0.5266 0.1467 0.1833
Si 5.4161 5.5523 10.2275 0.5136 -0.0868 0.1719
Si 6.161 9.4198 10.262 0.2127 0.0546 0.4793
Si 1.1667 13.9187 12.6827 0.1117 -0.2716 0.1482
Si -0.4122 4.9255 12.5822 -0.2022 -0.2635 0.2416
Si 0.9805 9.3035 11.809 -0.6501 -0.0175 -0.0772
Si 5.3536 12.457 12.9573 0.1365 -0.1294 0.2854
Si 2.5252 7.7673 12.8247 0.2917 0.2689 0.0145
Si 4.278 9.7566 11.5965 0.194 -0.0066 0.118
Si 8.1781 11.2269 13.8149 0.091 0.0259 0.2962
Si 7.3269 5.66 12.5182 -0.1133 0.0551 0.4631
Si 8.1116 8.5986 12.5856 -0.1788 0.2997 0.2958
Si 2.4543 7.4944 15.9624 0.1619 0.1623 0.2208
Si 6.0889 8.5256 22.3867 -0.1979 0.0797 -0.3611
Si 4.9069 6.5212 20.4783 0.2298 0.0419 -0.3377
Si 11.5927 3.2549 19.0843 -0.0907 -0.1519 -0.3661
Si 2.8195 14.5511 17.7731 0.1176 -0.1226 -0.1264
Si 1.5144 9.9795 21.1744 0.1913 0.1935 -0.2171
Si 9.0376 4.3601 14.6897 -0.2341 -0.4228 0.2236
Si 8.8663 1.6456 15.8221 -0.0247 -0.1042 -0.0979
Si 13.6295 12.2251 22.9181 0.1116 -0.137 0.0726
Si 9.4887 5.2847 17.7091 -0.1045 -0.0635 -0.1021
Si 8.5 7.9244 24.1166 0.058 -0.1105 -0.3031
Si 12.2265 6.9532 21.0232 0.1202 0.1815 -0.4025
Si 10.0729 6.4339 23.1337 -0.0588 0.4517 -0.1666
Si 14.6976 13.0937 14.9668 0.1855 -0.0651 0.1195
Si 2.6264 10.6165 16.7387 0.0406 0.1142 -0.0073
Si 4.244 5.8067 17.7359 0.0872 -0.0056 -0.0825
Si 13.9225 5.9372 22.2755 0.0765 0.1527 -0.2359
Si 15.8844 10.8474 21.6121 -0.0261 -0.0635 -0.1812
Si 11.8213 10.4157 18.4402 0.0582 0.0436 -0.1897
Si 11.7125 7.2589 18.0059 0.0131 0.107 -0.0713
Si 4.3918 12.0983 18.7853 -0.018 -0.0192 -0.1388
Si 6.6841 4.7998 18.8245 -0.0069 -0.0495 -0.1241
Si 7.0369 1.7919 18.0895 -0.023 0.058 -0.2269
Si 0.8545 14.9144 22.0299 -0.0502 -0.1414 -0.2021
Si 8.2616 13.2206 24.836 0.5769 -0.1414 -0.1111
Si 9.7259 15.3504 23.7129 0.1097 -0.3585 -0.3357
Si 9.8576 1.0034 18.4592 -0.0385 0.0111 -0.317
O 9.0499 4.9643 -0.7091 -0.141 -0.1222 -0.0086
O 3.8205 4.3273 -1.7397 0.1508 0.2267 -0.0743
O 1.2908 5.0187 -0.7725 0.2832 -0.2147 -0.064
O 10.4188 11.5685 10.3628 0.0453 0.1371 -0.3448
O 10.2904 5.5078 9.4898 -0.0929 -0.301 -0.0115
O 9.6197 3.1259 10.3248 -0.0409 -0.1096 -0.1595
O 11.8142 10.6534 12.4659 0.209 -0.3435 0.0534
O 11.3326 13.2042 12.3731 0.0162 0.0113 -0.0711
O 9.2356 11.6227 12.6479 0.2675 -0.0141 -0.1397
O 8.3923 5.3716 11.3134 0.0596 0.1155 -0.1509
O 9.6645 8.2745 12.3029 0.138 -0.0566 0.0507
O 2.2567 13.5051 11.5523 0.2539 -0.0079 -0.1506
O 2.701 6.4213 11.8677 0.0423 -0.1964 -0.2554
O 6.7296 11.9317 13.6459 -0.1589 0.0597 -0.1543
O 5.8115 13.4351 11.7302 -0.2935 0.0852 -0.3797
O 5.8883 5.3236 11.8423 -0.3151 0.0994 -0.27
O 7.5072 9.3308 11.2619 0.0308 0.0634 -0.2253
O 3.498 13.4687 18.7968 -0.0365 0.0222 0.0841
O 11.5993 8.8434 18.2301 -0.0485 -0.0892 0.0249
O 7.6591 8.6565 22.8545 0.1693 -0.1534 0.3498
O 13.8524 6.6709 23.7593 0.119 0.1154 0.0004
O 3.0222 11.5415 15.4666 -0.0236 0.0267 -0.06
O 17.1089 10.0561 22.3327 0.0234 -0.0958 0.0858
O 9.0493 11.7638 24.7048 -0.1583 0.1089 -0.0637
O 5.7754 7.8406 20.9248 0.0412 0.0019 0.1705
O 9.2674 13.9353 26.0164 -0.4076 -0.491 -0.0677
O 1.5635 13.4579 21.9759 -0.0875 0.1295 -0.0008
O 10.8171 1.8622 19.4408 0.061 0.0847 0.1495
O 3.7443 6.6027 16.4179 -0.0844 -0.0102 -0.0532
O -0.0205 6.4557 12.1516 0.2196 0.0561 0.1047
O 2.2383 7.3124 14.3654 -0.0667 -0.1938 0.0604
O 1.0415 10.7355 19.8089 0.0011 -0.0367 0.2172
O 10.5516 4.2402 18.3363 0.0979 -0.0199 0.1008
O 10.3801 4.9748 14.021 0.3441 0.2068 -0.3149
O 1.7597 13.4545 14.1268 -0.1681 0.115 -0.2891
O 3.3812 4.4532 18.0181 -0.0263 0.0553 0.0672
O 6.639 3.1739 18.8372 0.0372 0.0564 0.0973
O 2.7241 9.0593 16.3182 0.0137 -0.1108 -0.0517
O 4.4678 11.2126 12.3716 -0.1132 -0.1251 -0.025
O 15.2224 11.9092 22.6683 -0.0346 -0.0341 -0.0063
O 8.9498 4.8269 16.2424 0.0392 0.0821 -0.0608
O 1.1563 6.9498 16.7914 -0.0366 -0.0818 -0.0369
O 9.1616 2.7188 14.6402 0.0334 0.2843 0.0022
O 12.6989 11.0079 17.1921 -0.0282 -0.0791 0.0868
O 7.997 9.6093 13.8731 -0.0059 -0.2508 -0.3536
O 3.7973 6.083 21.5809 -0.1724 -0.0958 0.2485
O 10.3351 11.058 18.483 0.0059 -0.019 0.0952
O 10.7412 6.6986 21.6646 -0.2665 -0.1852 0.1349
O 12.8199 2.9807 18.0507 -0.0924 0.0325 0.1516
O 5.9855 5.3075 20.2136 -0.0716 0.0534 0.12
O 10.0461 1.6249 16.9464 -0.0274 -0.0172 0.1581
O 7.6915 4.7844 13.8566 0.0336 0.0876 -0.2611
O 8.2012 5.3655 18.6997 0.0357 0.0143 0.0748
O 3.9737 8.6011 12.7696 -0.0308 0.1231 -0.2726
O 10.2338 6.7209 17.5908 0.0471 0.03 0.0555
O 12.0965 3.8326 20.5153 0.0096 0.0178 0.3232
O 0.8791 3.9296 12.7093 0.0906 0.2837 -0.0564
O 16.0543 13.255 14.0686 -0.0002 -0.0176 -0.1339
O 13.5812 4.3593 22.5753 0.0039 -0.0224 0.0996
O 9.1597 16.6799 22.9548 0.0377 -0.0307 -0.2329
O 3.6371 10.8912 17.9918 0.0083 0.0247 0.0447
O 7.4649 2.0878 16.5392 0.0465 -0.0005 0.1439
O 5.788 0.7771 18.0131 0.0101 -0.0024 0.0352
O 4.787 11.6561 20.2955 -0.0443 -0.019 0.1565
O 12.224 6.5895 19.4117 0.0155 0.1138 0.2265
O 7.3335 7.2296 12.9682 -0.0403 -0.1898 -0.1473
O 3.1626 14.1038 16.2435 -0.0287 0.0283 -0.0085
O 13.3919 12.5281 24.4782 -0.0186 0.1063 0.0045
O 11.1363 14.8411 22.993 -0.163 0.1849 0.1393
O 12.388 8.5618 21.2727 -0.0265 -0.0954 0.0269
O 11.2847 6.0874 24.2193 0.082 0.1226 0.1769
O 8.5796 14.1549 23.5157 0.0192 0.1945 -0.0221
O 1.9268 2.5439 -1.777 0.1893 -0.0428 0.016
O 8.7841 0.1286 15.2431 -0.0611 0.0426 -0.1357
O 1.7514 4.8992 -3.2489 -0.0058 -0.0717 0.0009
O 14.7408 9.7657 21.1441 -0.0994 0.0151 0.0856
O 12.7613 10.9077 22.4733 -0.0279 -0.0161 -0.0023
O 5.8142 5.3786 17.5547 -0.0389 -0.0214 0.0707
O 4.1402 6.7987 19.0464 -0.0067 -0.0303 0.1837
O 8.2863 1.0879 18.8757 0.0521 -0.0178 0.1111

Results
free energy: -119884.492 eV
free energy less fixed offsets of O -569.03, Si -635.61 eV per atom: 4.278 eV
pressure: -0.11 GPa
stress xx, yy, zz, yz, xz, xy (GPa, positive in tension): 0.39, -0.16, 0.11, -0.01, 0.06, -0.68

The program warned: the cutoff lies below the one the program advises for these potential files.
